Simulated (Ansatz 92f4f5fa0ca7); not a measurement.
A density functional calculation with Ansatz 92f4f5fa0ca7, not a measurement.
Periodic cell of 258 atoms, Si166O92, from a study of silicon, its oxide and their interface. The atomic structure is a simulated model.
Doubt: the cutoff is far below the 930 eV that the study's wrapper takes by default for these files, so forces and energies are approximate.

Settings: functional PBE; potential files Ansatz PAW; basis plane waves; wave-function cutoff 580 eV; density cutoff ratio 5; exchange-correlation grid ratio 1; k mesh 1 x 1 x 1, Gamma-centred; self-consistency stop 5e-08 eV per atom in the density residual; occupations fixed; spin none; net charge 0.

Cell vectors (angstrom)
a  10.938  0  0
b  0  10.938  0
c  0  0  37.7147

Atoms and the computed forces on them: element, x, y, z (angstrom), force x, y, z (eV/angstrom)
Si  0  0  0.683  0.063  0.0187  0.0642
Si  5.469  0  0.683  0.0389  -0.0426  -0.0591
Si  2.7345  2.7345  0.683  -0.0268  -0.0125  -0.0805
Si  8.2035  2.7345  0.683  -0.0174  0.0282  0.0405
Si  0  5.469  0.683  -0.0063  0.0479  -0.0641
Si  5.469  5.469  0.683  -0.0047  0.0445  0.0476
Si  2.7345  8.2035  0.683  0.0765  0.0271  0.0565
Si  8.2035  8.2035  0.683  0.0204  0.0529  -0.08
Si  1.3673  1.3673  2.0503  0.1767  0.2189  -0.0507
Si  6.8362  1.3673  2.0503  -0.0937  -0.2476  -0.0458
Si  4.1018  4.1018  2.0503  -0.2099  -0.1366  0.0228
Si  9.5708  4.1018  2.0503  0.1356  0.0875  -0.0861
Si  1.3673  6.8362  2.0503  -0.2357  -0.2539  -0.1426
Si  6.8362  6.8362  2.0503  0.0871  0.0638  -0.0514
Si  4.1018  9.5708  2.0503  0.1679  0.2408  -0.1337
Si  9.5708  9.5708  2.0503  -0.2862  -0.1258  -0.0539
Si  2.7345  0  35.6632  0.2855  0.17  0.0073
Si  8.2035  0  35.6632  -0.0788  -0.0912  0.0155
Si  0  2.7345  35.6632  0.0152  0.2521  -0.1115
Si  5.469  2.7345  35.6632  -0.1759  -0.0945  0.1337
Si  2.7345  5.469  35.6632  -0.0998  0.0303  0.0371
Si  8.2035  5.469  35.6632  0.1414  0.2108  0.0611
Si  0  8.2035  35.6632  0.0013  -0.119  0.1363
Si  5.469  8.2035  35.6632  0.2238  0.1305  -0.1261
Si  4.1018  1.3673  37.0304  0.0339  -0.0236  0.0632
Si  9.5708  1.3673  37.0304  -0.0108  -0.0275  -0.0355
Si  1.3673  4.1018  37.0304  -0.017  0.0273  0.0294
Si  6.8362  4.1018  37.0304  -0.0321  -0.0192  -0.0425
Si  4.1018  6.8362  37.0304  -0.0096  -0.0361  -0.0395
Si  9.5708  6.8362  37.0304  0.0296  -0.0756  0.0513
Si  1.3673  9.5708  37.0304  -0.0799  -0.0158  -0.0406
Si  6.8362  9.5708  37.0304  -0.1069  0.0354  0.0364
Si  -1.1699  1.4528  18.3464  -0.1592  0.0111  -0.007
Si  2.1649  -3.3327  28.7907  -0.0072  -0.013  -0.0106
Si  5.8182  -0.2489  22.165  0.0969  0.2839  0.0552
Si  6.8152  4.1981  31.5264  -0.0792  -0.1112  -0.0179
Si  -0.5395  2.3851  23.4763  -0.1604  0.0743  0.163
Si  6.5092  5.8245  16.128  -0.0917  -0.0586  -0.1124
Si  5.6634  13.6742  24.948  0.1057  0.0819  0.2636
Si  6.8992  6.8478  28.6514  0.0941  0.4222  -0.2248
Si  0.4428  -0.6349  20.2663  -0.01  0.1098  -0.0823
Si  9.4208  -0.331  26.4998  -0.128  -0.1502  -0.0123
Si  9.0019  3.3776  28.9905  -0.0518  0.1021  0.0154
Si  14.7472  9.3383  29.2241  0.0072  -0.0556  0.085
Si  1.0432  2.9388  16.5729  -0.0834  -0.3346  0.1338
Si  10.4071  3.8047  26.3489  0.0052  -0.2895  0.441
Si  2.7887  5.6541  30.119  -0.1145  0.2075  0.1669
Si  10.2027  10.3776  28.7435  0.0735  0.0898  0.3281
Si  5.4045  2.8085  30.1608  0.0394  -0.0081  0.0612
Si  6.9369  -1.3451  31.4974  0.1156  0.0455  -0.1091
Si  -0.0864  2.7249  30.348  -0.0333  0.0687  0.1693
Si  3.8559  4.0505  28.8076  -0.0306  -0.1352  0.0642
Si  1.3522  4.2458  31.485  0.0083  -0.0106  -0.0544
Si  4.6698  10.0093  27.1793  -0.2596  -0.094  0.5587
Si  0.1716  8.4202  29.9093  -0.0838  0.1002  -0.0303
Si  1.0156  7.0515  13.1318  0.2575  0.0044  -0.2307
Si  4.1421  1.4316  31.5966  -0.0483  -0.0003  0.0546
Si  9.5967  1.3831  31.7902  -0.041  0.1172  0.0167
Si  4.8234  5.1172  26.9623  0.1858  -0.0333  0.3746
Si  7.3161  2.5293  22.5232  0.1149  0.1778  0.0281
Si  4.1887  6.8303  31.6071  0.1069  0.0264  0.0578
Si  9.6653  6.8953  31.3113  -0.0143  0.0335  -0.2001
Si  1.3356  9.5698  31.65  0.1234  0.2049  -0.0948
Si  11.332  10.7637  24.7224  -0.0605  -0.1557  0.1321
Si  0.0228  -0.0157  33.0597  -0.0529  -0.01  -0.0123
Si  5.5237  0.0054  32.9052  0.0065  0.0197  -0.0455
Si  2.7179  2.8165  32.8933  0.0925  0.0807  -0.0859
Si  8.1523  2.8078  32.9562  0.055  -0.1025  -0.0381
Si  -0.0174  5.5605  32.8674  0.0924  -0.0185  -0.0223
Si  5.5004  5.4834  32.9959  -0.0072  0.0213  -0.0659
Si  2.7662  8.1986  32.9331  0.0266  -0.0105  -0.0177
Si  8.2835  8.1838  32.8276  -0.0463  0.0796  -0.0392
Si  1.4064  1.4097  34.3106  -0.0503  -0.0672  -0.0157
Si  6.8393  1.3844  34.3092  -0.0035  0.047  -0.0408
Si  4.1052  4.1111  34.3103  0.0153  0.0024  -0.0056
Si  9.5819  4.1486  34.2775  -0.0822  0.0142  -0.0174
Si  1.3766  6.8516  34.2934  0.0387  -0.01  -0.0387
Si  6.8921  6.8733  34.2836  -0.03  -0.0804  -0.0014
Si  4.1251  9.5879  34.2868  -0.0365  -0.0387  -0.0604
Si  9.555  9.5381  34.3145  0.0715  0.0594  0.0129
Si  2.7716  0.039  3.4052  -0.0483  -0.0435  -0.0347
Si  8.1913  -0.0121  3.4326  0.0293  0.0659  0.0527
Si  0.0046  2.7427  3.4129  -0.039  -0.0279  0.0406
Si  5.4437  2.6989  3.4047  0.0729  0.0228  0.0286
Si  2.6731  5.4214  3.4154  0.0554  0.0477  0.0363
Si  8.2112  5.469  3.4103  -0.0499  -0.0061  0.0502
Si  -0.0358  8.1708  3.3934  0.0588  0.0297  -0.0198
Si  5.4816  8.2243  3.399  -0.0197  -0.0305  0.0255
Si  4.1046  1.379  4.8686  0.0031  0.0022  0.0784
Si  9.5898  1.3698  4.7609  0.0065  -0.008  0.0445
Si  1.3165  4.0674  4.8824  -0.0233  -0.033  0.051
Si  6.8516  4.0444  4.7098  -0.0732  -0.0324  0.022
Si  4.0485  6.8561  4.6557  0.0039  -0.0512  0.0793
Si  9.5636  6.8161  4.8282  -0.0184  0.051  0.0321
Si  1.3391  9.5996  4.634  0.0342  0.0234  0.1343
Si  6.8195  9.5731  4.8447  -0.0162  -0.0549  0.0136
Si  0.0694  0.0061  6.0684  0.0236  -0.1429  0.0102
Si  10.5034  2.2031  8.835  0.1108  0.1071  -0.0056
Si  5.8464  3.1784  8.5877  -0.1649  0.0845  0.1229
Si  9.8767  7.9016  10.8319  0.1784  0.0932  -0.359
Si  -3.4912  4.9388  8.7163  0.1481  0.0818  0.1445
Si  5.3971  5.4237  5.9072  0.1019  0.1365  -0.0442
Si  3.9263  9.5337  7.4754  -0.0109  -0.0454  -0.1552
Si  8.6174  5.6615  17.9718  -0.11  -0.0593  -0.1035
Si  4.3481  2.3037  11.313  0.2331  0.0867  -0.2863
Si  7.1393  6.1737  10.7717  0.1369  -0.0382  -0.4521
Si  2.6839  2.6864  6.292  0.0536  0.0374  0.0702
Si  12.2686  6.9494  7.4222  0.0435  0.1203  -0.1579
Si  -4.005  12.2859  7.5952  0.1195  -0.1339  -0.0539
Si  9.6968  9.6512  7.5185  -0.1615  -0.1044  -0.1015
Si  5.4601  10.9235  6.2706  -0.0652  0.0916  0.1174
Si  8.2254  8.2148  6.2034  0.0685  0.0156  0.2367
Si  2.6204  3.1605  19.2092  0.0094  0.0924  -0.02
Si  3.1734  -1.0846  14.2627  -0.0091  0.1771  -0.1732
Si  1.3094  3.2159  11.283  0.0403  0.0544  -0.3562
Si  10.8539  5.4367  6.2807  0.0583  -0.0728  0.0661
Si  2.6601  8.2395  5.9693  -0.0848  0.0711  -0.0473
Si  8.2125  2.7052  6.1258  -0.0069  0.065  0.0192
Si  0.3717  8.535  8.8766  0.064  -0.0449  0.15
Si  9.4551  4.0326  7.679  -0.121  0.0379  -0.0687
Si  1.3632  1.1958  7.6784  0.085  -0.1424  0.0185
Si  13.9416  -3.3597  26.4687  0.0125  -0.1077  -0.0513
Si  1.5267  5.1777  15.441  0.1359  0.5731  -0.263
Si  5.1031  3.4579  17.6768  0.1822  0.0609  -0.0949
Si  1.7137  7.8671  24.5023  0.2358  0.2529  0.2979
Si  14.0971  6.1474  8.5955  0.1439  -0.0953  0.2748
Si  2.2916  10.2618  9.1004  -0.0289  -0.0005  0.0031
Si  8.8179  11.3963  8.8923  -0.2122  -0.0639  -0.0323
O  -3.7558  -13.7172  25.2  -0.2546  0.0946  -0.3891
O  -17.7766  -10.8159  14.895  0.0328  0.0069  0.0355
O  4.5307  16.6281  13.6926  -0.0505  -0.0228  0.0916
O  -0.5785  9.6716  21.3644  -0.1007  -0.0368  0.1374
O  19.0466  26.7713  19.3165  0.0266  0.1173  -0.0007
O  -15.6116  22.2154  16.4481  -0.0551  -0.0945  0.0881
O  35.9869  12.911  20.1567  0.0697  -0.2211  0.1184
O  12.9984  16.165  22.228  0.0039  -0.0373  -0.0303
O  -11.7382  1.146  13.4115  0.0701  0.1061  0.0388
O  -15.4711  24.8082  18.5294  -0.0241  -0.0069  0.0573
O  21.6229  11.7117  23.5262  0.1217  -0.2259  -0.0142
O  13.5755  7.1993  20.6471  0.0512  0.0151  -0.1091
O  7.0711  -1.6035  10.3161  -0.066  0.0692  -0.0329
O  -1.2176  7.7622  25.8451  0.1076  -0.5588  -0.29
O  -4.0609  0.9737  22.4443  -0.2334  -0.4194  -0.037
O  -22.1587  13.8322  25.0199  -0.0087  -0.0041  -0.1436
O  1.7157  -10.9353  21.0676  0.1114  0.044  0.02
O  11.8253  24.8887  12.8231  0.0219  0.0537  0.2418
O  7.5156  49.7326  21.8108  0.0384  -0.0458  -0.2607
O  46.3047  -8.3268  26.2417  0.1638  0.02  -0.1975
O  -2.2488  6.7446  10.7643  0.4561  0.1449  0.1305
O  -9.4203  6.8746  18.2204  0.0492  0.0505  0.0672
O  -22.4357  5.3709  21.3243  -0.2702  0.1972  0.1122
O  47.7113  14.9314  18.7353  -0.1593  -0.0056  0.0822
Si  7.2676  0.79  26.9205  0.2521  0.0183  0.1296
Si  14.0958  -9.656  25.5561  -0.0825  0.1257  0.2469
Si  10.8957  13.3809  13.9998  -0.2494  -0.3533  -0.1451
Si  0.8194  15.3889  21.4846  0.0895  -0.0889  0.1762
Si  17.7718  8.4762  23.6348  0.0907  -0.2887  0.4207
Si  -17.7931  15.1562  7.4432  -0.1532  0.0332  0.0009
Si  1.063  12.0802  29.0787  -0.0218  0.0318  -0.374
Si  -8.938  -18.9158  27.7403  -0.4037  -0.3241  0.1175
Si  19.1637  5.43  30.0202  0.1227  -0.0597  -0.0537
Si  2.1838  7.9161  19.2712  0.047  -0.062  -0.0163
Si  13.607  -4.9999  10.915  0.267  0.0157  -0.9761
Si  -2.4285  3.8661  15.5025  -0.2465  -0.078  -0.0504
Si  10.1024  6.4678  24.9496  0.0938  0.1693  0.254
Si  16.4931  -2.7696  30.2076  0.1342  -0.1862  0.1112
Si  11.4643  19.6865  14.7901  -0.0977  0.3251  0.2228
Si  2.693  -10.8682  30.3858  -0.0229  -0.0602  0.172
Si  -5.9651  7.704  8.4152  -0.158  -0.001  -0.1106
Si  8.3965  0.1082  30.249  -0.1313  -0.1093  0.0404
Si  -1.6778  -0.1924  13.6557  -0.1364  0.0255  -0.1469
Si  6.4761  -23.5013  20.4097  0.1978  -0.1837  -0.0337
Si  -6.794  6.8111  14.8155  0.1884  -0.0671  -0.0776
Si  0.1829  -3.901  17.2984  -0.0774  0.2618  -0.1665
Si  3.2532  -10.5371  20.6167  -0.2973  0.1974  -0.1729
Si  7.2374  1.7873  29.083  0.0642  -0.0978  -0.0504
Si  -12.7977  30.5437  21.4852  -0.1677  0.313  -0.4245
Si  5.8757  -2.7238  10.4656  -0.1031  -0.2202  -0.4453
Si  17.6899  6.704  7.3031  0.0243  -0.0173  -0.2423
Si  -2.3931  9.9106  10.7735  -0.1905  0.1304  -0.2421
Si  -4.8183  -4.0802  22.0987  -0.0978  -0.1373  0.048
Si  20.0962  6.3628  21.9387  0.0614  -0.4268  0.109
Si  7.7517  -21.0079  16.1291  0.0226  0.0908  -0.0995
Si  -7.2701  10.2779  11.2885  -0.1846  -0.2664  -0.455
Si  -3.3266  25.225  19.559  0.0265  -0.1145  -0.1171
Si  13.9927  -15.3563  22.0695  -0.2184  0.0696  0.1866
Si  -6.2442  -10.233  16.3151  0.1733  0.0512  -0.1007
Si  -6.7831  -22.7523  18.8446  -0.1852  0.033  -0.306
Si  5.0938  4.843  12.4393  0.1554  0.1093  -0.1572
Si  30.2141  -2.4451  26.3212  0.2776  0.5833  0.4916
O  28.9589  3.2193  21.0759  -0.0393  0.06  0.0961
O  18.36  -4.4111  17.2799  0.0796  -0.0273  0.0364
O  -2.1836  0.5988  17.3858  0.0925  -0.0763  0.0642
O  -13.0086  -19.5498  19.3906  0.0565  -0.0054  0.0013
O  20.7653  -26.1004  18.2493  0.0365  0.0526  0.0871
O  27.3984  4.7196  16.7735  -0.0718  0.01  0.0704
O  2.7512  13.4301  11.0063  -0.1443  0.0011  0.0155
O  -6.2902  -1.9983  11.2973  -0.195  0.3832  0.3384
O  -6.2972  27.9661  22.2326  0.2048  -0.0196  -0.1415
O  -50.434  -2.2624  26.3255  -0.0255  -0.1236  -0.4598
O  -4.6723  10.3685  27.0079  0.1781  0.1941  -0.0875
O  -30.8928  22.3022  24.9523  -0.0791  0.0562  -0.0785
O  18.3824  5.0334  14.9924  0.1028  -0.026  0.1031
O  -28.2207  -8.6192  16.6066  -0.1163  -0.0404  -0.0421
O  -14.0213  7.9033  27.7821  0.0363  -0.0576  0.1035
O  37.1485  -9.0945  24.5643  -0.0823  -0.1499  -0.1911
O  0.7877  14.9659  27.3007  0.1938  0.0309  0.0949
O  -7.1367  19.2733  14.338  -0.0277  -0.1166  0.0588
O  36.6527  22.28  26.7404  0.0496  -0.0083  -0.1788
O  23.3564  4.8062  10.9781  -0.132  -0.1016  0.1577
O  46.4624  18.5773  23.2192  0.0521  -0.034  -0.1299
O  2.8227  10.1891  12.6918  -0.0383  -0.0551  0.2201
O  -1.1428  38.0291  25.9087  -0.1347  0.178  -0.211
O  -1.9393  4.4539  16.9414  0.1157  0.0164  0.051
O  13.0325  -8.3567  17.7691  -0.0516  0.089  -0.0625
O  6.3564  -18.5731  23.5887  -0.0476  -0.057  -0.0023
O  -27.0428  9.7306  23.5101  -0.0992  0.2592  0.1986
O  10.6883  -14.5034  12.1527  -0.0992  -0.1305  0.2323
O  -12.0882  -7.3746  14.5206  0.1442  0.0512  -0.0544
O  -24.6123  -21.8753  14.8468  -0.0102  -0.047  0.1117
O  17.6826  1.7952  25.7339  -0.0994  -0.0547  -0.2331
O  18.6501  46.2109  15.7302  0.0746  0.0999  -0.0279
O  0.96  -30.8284  15.23  0.01  0.1695  -0.0282
O  34.2446  -28.8341  20.0105  0.0062  -0.0148  -0.0312
O  13.2356  -3.8464  12.037  -0.2178  -0.0725  0.2586
O  1.7457  -1.1121  15.04  -0.0805  -0.0625  0.0606
O  -13.6534  30.8714  22.8612  0.1124  0.241  0.2048
O  25.3818  19.5159  18.6117  0.0927  0.0323  0.0177
O  36.9933  16.2747  11.1779  -0.1091  -0.0499  0.2157
O  11.7019  9.2066  24.2806  -0.1149  0.2083  -0.039
O  -4.8051  -4.9377  27.4522  -0.4336  -0.2337  0.1186
O  -2.0689  35.474  22.998  -0.0499  -0.0394  -0.0159
O  21.9975  -19.2617  10.3581  -0.0177  -0.0742  0.0242
O  31.1414  17.2764  23.5777  0.0823  -0.1762  -0.0536
O  61.3372  -27.591  12.0407  -0.0983  -0.246  0.3978
O  -46.5924  9.0917  20.2116  0.0031  0.0355  -0.0438
O  16.785  18.7716  20.7926  -0.0174  0.0469  -0.2126
O  1.139  38.3751  13.8521  0.0165  -0.235  0.1193
O  -0.3358  -8.4723  17.3808  0.1893  0.2066  -0.105
O  -21.1331  28.4313  24.5887  -0.1296  -0.196  -0.1569
O  30.2772  10.5071  12.2937  0.148  0.0447  0.3449
O  -10.495  25.0283  22.4171  0.0812  0.0253  -0.0716
O  -6.108  14.1603  12.6106  -0.0038  -0.0486  0.0315
O  11.9527  19.9835  19.4111  -0.0407  -0.0497  -0.0627
O  -7.0802  -21.9196  17.478  -0.0385  -0.1576  0.2512
O  27.1711  2.7939  10.0988  -0.0155  -0.0234  0.1547
O  5.5672  -14.856  15.5869  -0.0788  0.0451  0.0458
O  -1.6572  3.1622  27.3395  0.0673  0.0029  0.0024
O  -7.2358  17.0179  26.252  -0.0489  0.2326  -0.0614
O  -11.6581  -1.4422  14.0267  0.2013  -0.2043  0.1302
O  16.7129  -22.9529  19.0401  0.0692  -0.0067  -0.1095
O  26.4656  11.6344  11.436  0.1267  0.0139  0.1327
O  -28.5314  54.9808  21.8772  0.1348  0.0262  0.2757
O  0.0564  8.372  16.3481  0.0075  -0.0709  0.0818
O  0.2665  -16.0249  16.2158  -0.0649  -0.2387  0.1494
O  -11.1753  0.4518  19.2433  0.0955  -0.1167  0.1291
O  -5.6198  -28.7923  25.8711  0.0267  -0.0213  -0.2115
O  -18.9617  17.0533  15.6722  -0.1488  -0.2241  0.0483

Results
free energy: -157841.622 eV
free energy less fixed offsets of O -568.88, Si -635.61 eV per atom: 6.598 eV

The program warned: the cutoff lies below the one the program advises for these potential files; the exchange-correlation potential is rough where the density is thin.
